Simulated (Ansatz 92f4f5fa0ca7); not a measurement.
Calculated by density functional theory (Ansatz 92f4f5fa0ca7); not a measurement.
Periodic cell of 280 atoms, Si144O88H32N16, with a vacuum gap, from a study of silicon, its oxide and their interface. The atomic structure is a simulated model.

Settings
functional: r2SCAN
potential files: Ansatz PAW
basis: plane waves
wave-function cutoff: 800 eV
density cutoff ratio: 5
exchange-correlation grid ratio: 1
k mesh: 1 x 1 x 1, shifted by 0.5 0.5 0 of a step
self-consistency stop: 1e-11 eV per atom in the density residual
occupations: fixed
spin: none
net charge: 0
applied field: sawtooth along c, amplitude +0.015 V/angstrom in the program's sign convention, ramp centred at 0.9894 of c and 0.0212 of c wide, no dipole correction

Cell vectors (angstrom)
a, 10.887, 0, 0
b, 0, 10.887, 0
c, 0, 0, 47.0789

Atoms and the computed forces on them: element, x, y, z (angstrom), force x, y, z (eV/angstrom)
Si, -0.0317, -0.1929, 33.3792, 0.0117, -0.0055, 0.0104
Si, 2.8528, 2.2813, 33.475, 0.0108, -0.0014, 0.0087
Si, -0.2016, 5.4697, 33.388, -0.0001, -0.0042, 0.0078
Si, 2.5289, 8.8577, 33.524, 0.0048, 0.0028, 0.0153
Si, 4.6705, -0.2087, 33.5896, -0.0026, 0.0015, 0.0221
Si, 7.6125, 2.6778, 33.3787, 0.0008, 0.0037, 0.0112
Si, 5.6658, 5.1004, 33.5325, 0.0042, 0.0023, 0.014
Si, 8.3606, 7.589, 33.0817, -0.0088, -0.0072, 0.0204
Si, 1.1965, 1.2822, 34.7831, 0.0016, 0.0024, -0.0113
Si, 3.9853, 3.9681, 34.6968, -0.0008, -0.0109, -0.0136
Si, 1.3959, 6.851, 34.5068, -0.0044, 0.0031, -0.0126
Si, 3.8232, 9.4901, 35.3295, -0.0085, 0.0157, -0.0278
Si, 6.5473, 1.0504, 34.6608, -0.015, 0.0029, -0.0119
Si, 9.3605, 3.935, 34.6265, -0.0044, 0.0007, -0.0241
Si, 6.8745, 6.6642, 34.7358, 0.0065, -0.0086, -0.0214
Si, 9.3723, 9.3112, 34.5141, 0.0076, -0.0017, -0.0104
Si, -0.1018, 2.7187, 36.0558, 0.0064, -0.0002, 0.009
Si, 2.4795, 0.09, 36.3939, 0.0196, -0.0184, 0.0078
Si, -0.0393, 8.1119, 35.9579, 0.0011, -0.0018, 0.0075
Si, 2.6823, 5.4561, 35.9676, 0.0027, -0.006, 0.008
Si, 5.3313, 2.5736, 36.0735, -0.0022, 0.0076, 0.0031
Si, 8.0948, -0.152, 35.9531, 0.0029, 0.0083, 0.0128
Si, 5.4686, 8.0493, 36.1326, 0.0061, -0.0016, 0.0133
Si, 8.1575, 5.319, 36.1312, -0.0137, 0.0117, -0.0001
Si, 1.3167, 4.1056, 37.368, 0.009, -0.0035, 0.0226
Si, 3.9966, 1.3908, 37.568, 0.0121, -0.0041, 0.0142
Si, 1.1869, 9.4493, 37.5138, 0.0044, -0.0104, 0.0248
Si, 4.061, 6.7066, 37.4317, -0.0118, -0.003, 0.021
Si, 6.7453, 3.9595, 37.4215, -0.0077, -0.0049, 0.013
Si, 9.4506, 1.2677, 37.351, -0.0096, -0.0218, 0.028
Si, 6.7884, 9.4786, 37.4403, -0.03, -0.0132, 0.0231
Si, 9.5441, 6.7496, 37.3968, -0.0235, -0.0113, 0.0176
Si, -0.1053, -0.0236, 38.8257, -0.0144, 0.0397, 0.1997
Si, 2.6634, 2.791, 38.834, -0.0376, 0.0189, 0.1901
Si, 0.0147, 5.4431, 38.7839, -0.0162, 0.0164, 0.1865
Si, 2.6925, 8.1315, 38.7701, 0.0453, -0.0346, 0.1745
Si, 5.4174, -0.0238, 38.7974, 0.0323, -0.0252, 0.1746
Si, 8.1487, 2.6401, 38.7665, -0.0469, 0.0617, 0.1764
Si, 5.4226, 5.3629, 38.7923, 0.0263, 0.0101, 0.1749
Si, 8.1748, 8.1293, 38.7677, 0.0267, -0.025, 0.1798
Si, 1.3241, 1.358, 40.1356, -0.1356, 0.1175, 0.2451
Si, 4.0732, 4.0767, 40.2013, -0.119, 0.1324, 0.4393
Si, 1.367, 6.7923, 40.1692, 0.0172, -0.0823, 0.2621
Si, 4.0569, 9.5075, 40.1339, 0.0153, -0.0528, 0.2973
Si, 6.7858, 1.3305, 40.1615, 0.078, -0.0135, 0.2876
Si, 9.5363, 4.0532, 40.0965, -0.072, -0.0474, 0.1745
Si, 6.7979, 6.7776, 40.109, 0.0422, -0.1457, 0.2224
Si, 9.4757, 9.5036, 40.1843, -0.1008, 0.0044, 0.422
Si, 0.0289, 2.7536, 6.9247, 0.0802, -0.0386, -0.282
Si, 2.7409, 0.0305, 6.9212, 0.0638, -0.0506, -0.1292
Si, -0.0024, 8.1731, 6.9437, -0.0677, 0.0274, -0.2442
Si, 2.7633, 5.4757, 6.9548, 0.0455, -0.1535, -0.4437
Si, 5.4857, 2.7393, 6.9633, 0.0671, 0.0541, -0.19
Si, 8.1418, -0.0117, 6.9549, 0.1371, 0.0652, -0.3829
Si, 5.446, 8.1662, 6.9029, -0.0435, 0.0988, -0.2126
Si, 8.196, 5.4424, 6.8745, -0.008, 0.0671, -0.3039
Si, 1.4323, 4.1136, 8.2967, -0.0229, -0.0088, -0.1781
Si, 4.1388, 1.3791, 8.309, -0.014, -0.005, -0.1858
Si, 1.3884, 9.54, 8.2674, 0.0095, 0.0037, -0.1677
Si, 4.1417, 6.8146, 8.3051, 0.0114, -0.0146, -0.1916
Si, 6.864, 4.1564, 8.2961, -0.0348, -0.0207, -0.1836
Si, 9.5027, 1.4293, 8.2341, 0.0021, -0.0167, -0.1676
Si, 6.805, 9.4974, 8.3013, 0.0162, -0.0249, -0.1888
Si, 9.52, 6.7876, 8.2873, 0.0006, 0.0256, -0.1842
Si, -0.0044, 0.0772, 9.5157, 0.0011, -0.0029, 0.0034
Si, 2.8857, 2.844, 9.6662, 0.0067, 0.0049, -0.0152
Si, 0.0593, 5.4809, 9.627, 0.0054, -0.006, -0.0195
Si, 2.7653, 8.1583, 9.6239, -0.0267, 0.0002, -0.0189
Si, 5.532, 0.0286, 9.6629, 0.0122, 0.0283, -0.0217
Si, 8.2532, 2.8494, 9.6537, 0.0326, 0.0153, -0.0226
Si, 5.5849, 5.5584, 9.7068, 0.0085, 0.0019, -0.0276
Si, 8.1079, 8.0856, 9.684, 0.0211, 0.0077, -0.0247
Si, 1.3998, 1.4625, 10.7873, -0.0065, -0.0126, -0.0149
Si, 4.3209, 4.2394, 11.1084, -0.0142, -0.0095, -0.0047
Si, 1.3989, 6.8106, 11.0132, 0.0008, 0.0028, -0.0071
Si, 4.1962, 9.4554, 10.9274, 0.0005, -0.0008, -0.018
Si, 6.8969, 1.5078, 10.9748, 0.0014, -0.0157, -0.0078
Si, 9.6541, 4.1816, 11.0661, 0.0007, -0.0098, -0.0023
Si, 6.8434, 6.8063, 11.3273, -0.005, 0.0052, 0.0024
Si, 9.4896, 9.564, 10.7859, 0.0142, 0.0095, -0.008
Si, 0.2187, 2.7992, 12.3034, 0.0068, -0.0096, 0.0147
Si, 2.7806, 0.0521, 11.9478, -0.0054, 0.0137, 0.0147
Si, -0.0199, 8.3314, 12.1612, 0.0001, 0.0021, 0.0136
Si, 2.8392, 5.5225, 12.4423, 0.0009, -0.0005, 0.0117
Si, 5.716, 2.8811, 12.5453, 0.0021, -0.0035, 0.0117
Si, 8.2569, 0.041, 12.1906, -0.0013, 0.0038, 0.0171
Si, 5.3438, 8.2437, 12.6555, 0.0034, 0.0033, 0.0128
Si, 8.4194, 5.4375, 12.6732, 0.0058, 0.0034, 0.0158
Si, 1.9487, 3.7044, 13.6871, -0.0045, -0.0068, -0.0015
Si, 4.0331, 1.4262, 13.2878, -0.0038, -0.0083, -0.0028
Si, 1.3791, 9.7441, 13.3551, -0.0032, -0.0015, -0.0012
Si, 3.447, 7.3237, 13.9865, -0.0069, -0.0045, -0.0038
Si, 7.769, 3.5125, 14.0425, 0.0005, 0.0031, -0.0076
Si, 9.9324, 1.1819, 13.4554, -0.0016, -0.0043, -0.0051
Si, 6.3785, 10.2213, 13.4725, 0.0013, 0.002, 0.0003
Si, 9.6999, 7.167, 13.7911, 0.0057, -0.0001, -0.002
Si, -13.3171, 3.6724, 24.4484, -0.0001, 0.0017, 0.0131
Si, -0.0546, -15.2567, 16.4031, -0.0054, -0.0041, 0.0266
Si, 4.246, 6.0881, 31.021, 0.0043, 0.0024, 0.024
Si, -14.8913, -4.4957, 18.0663, 0.0023, 0.003, 0.0182
Si, 13.7106, 0.4512, 19.7877, -0.0008, 0.0008, 0.0213
Si, -2.6833, 10.572, 21.3123, 0.0002, 0.0026, 0.0155
Si, -18.7702, -7.9323, 18.1951, 0.0038, -0.0017, 0.0126
Si, 6.3567, 1.8473, 22.647, 0.0005, 0.0025, 0.0165
Si, -6.3888, 18.6523, 16.7612, 0.0033, 0.0034, 0.0129
Si, 2.6945, -1.2758, 28.1922, 0.0003, 0.0002, 0.0019
Si, -18.4879, -4.254, 27.2118, 0.0011, 0.0027, 0.0156
Si, -8.2901, 5.3466, 16.2323, -0.0013, -0.0082, 0.0109
Si, 0.5798, 3.4156, 24.2369, -0.0039, 0.0027, 0.0157
Si, -7.1228, -11.0336, 17.0975, -0.001, 0.0021, 0.0163
Si, 1.5826, 4.8206, 21.9937, -0.0003, 0.0015, 0.0241
Si, 1.1338, 5.2522, 29.0087, 0.0003, 0.0011, 0.0166
Si, -7.0291, -18.6989, 20.9971, 0.0017, 0.0001, 0.0164
Si, 0.1005, -19.3664, 17.6438, 0.0032, -0.0038, 0.0166
Si, 16.6418, 2.8424, 25.4506, -0.0028, 0.0024, 0.0139
Si, -11.2604, 14.5602, 26.9945, 0.0004, 0, 0.0175
Si, -0.6125, 17.8224, 30.8601, 0.0002, -0.001, 0.015
Si, -13.0871, 7.4459, 28.4726, -0.0015, 0.0021, 0.0114
Si, 5.5325, -5.2175, 25.5405, -0.0023, 0.0008, 0.0155
Si, -1.347, 18.3342, 25.601, -0.0006, 0.0026, 0.0163
Si, 4.1238, 8.8847, 21.0984, -0.0012, -0.0015, 0.015
Si, 12.3096, 18.6247, 22.0204, -0.0015, -0.0007, 0.0145
Si, -4.1086, 7.8298, 20.7602, -0.001, 0.0007, 0.0216
Si, -9.1242, 0.6254, 24.1585, 0.0029, -0.0012, 0.013
Si, -11.126, -11.4606, 22.5838, 0.0027, -0.003, 0.0169
Si, -4.3997, 9.9063, 16.2622, -0.0023, -0.0012, 0.0057
Si, -11.6995, 1.166, 28.6657, -0.0041, -0.0011, 0.0105
Si, -4.8142, 17.2221, 28.515, -0.0031, 0.0023, 0.0223
Si, -9.4717, -4.5752, 24.6222, 0.0005, 0.0007, 0.0187
Si, 8.6476, 8.1982, 16.4089, -0.0006, -0.0042, 0.0324
Si, 10.4784, 20.5648, 27.2547, -0.0003, 0.0011, 0.017
Si, -17.3603, -0.5202, 23.5436, -0.0003, 0.0027, 0.0166
Si, -14.3627, 6.5001, 23.591, 0.0002, -0.0035, 0.0153
Si, 3.8418, 22.1284, 26.0872, 0.0001, -0.0005, 0.0183
Si, -13.0493, 0.8102, 31.1372, -0.0004, 0.0032, 0.0175
Si, 12.5405, -9.7718, 15.1462, 0.0018, 0.0033, 0.0071
Si, 1.8354, 4.0328, 31.3748, 0.0026, -0.0031, 0.0114
Si, 8.5694, 4.313, 16.942, 0.0061, 0.0065, 0.0117
Si, -0.9993, -1.2803, 29.9728, -0.0017, -0.0011, 0.0162
Si, -3.3563, 15.1701, 27.029, 0.0001, 0.0038, 0.0119
Si, -0.0968, 22.0392, 19.9005, -0.0011, -0.0033, 0.0165
Si, 1.2373, 2.0501, 21.8078, -0.0044, 0.0018, 0.0349
Si, -6.9043, -12.6673, 30.8541, 0.0006, -0.0034, 0.0069
Si, -3.838, 19.7341, 30.4112, -0.0029, -0.0014, 0.016
O, -3.0776, 1.8094, 31.9926, 0.0034, -0.0054, -0.01
O, 0.6313, 4.5726, 32.3003, 0.0054, -0.0006, -0.0043
O, -13.3342, -3.4236, 24.4207, -0.0046, -0.0017, -0.0111
O, -14.3418, 18.8898, 31.776, 0.0003, 0.0073, -0.0148
O, -11.726, 11.4046, 32.1101, -0.0011, 0.0001, -0.0011
O, 3.7207, 10.7337, 27.5972, 0, 0.0029, -0.0071
O, 2.277, 2.622, 31.983, -0.0066, 0.0006, 0.005
O, 4.709, 9.1173, 22.6002, -0.0015, -0.0006, -0.0111
O, -11.6738, -1.9409, 25.869, -0.0005, -0.0017, -0.0084
O, 6.65, 3.9266, 32.9331, 0.0018, -0.0052, -0.0029
O, 10.8178, 10.9189, 29.6298, 0.001, 0.0011, 0.0059
N, 3.8679, 9.4921, 32.5036, -0.0033, -0.005, 0.0042
N, 9.6637, 6.5303, 32.4361, -0.0047, 0.0023, -0.0008
O, -3.6613, 5.1389, 28.3678, 0.003, -0.0054, -0.0095
O, -2.0422, 17.7739, 26.9651, 0.0019, 0, -0.014
O, -0.3011, -9.6604, 18.6485, -0.0006, 0.0064, -0.0111
N, 2.7234, 2.1963, 14.2392, 0.0088, 0.0045, -0.001
O, 1.4009, -11.264, 19.6145, 0.0015, 0.0007, -0.0025
O, 5.2954, 6.7696, 17.8106, -0.0064, 0.0007, -0.0004
O, 10.9201, 6.6605, 14.7785, -0.0062, -0.0031, 0.0103
O, -10.1822, 14.4484, 21.4168, -0.0006, -0.0022, -0.0171
O, 5.6349, 8.5557, 15.8963, -0.0003, -0.0022, -0.0114
O, 7.6742, 3.9879, 15.6135, -0.0049, -0.0023, -0.0132
O, 12.6571, 4.5758, 15.067, -0.0012, -0.0029, -0.0116
O, 5.0515, 11.1428, 13.8733, 0.008, 0.0025, -0.0018
N, 19.1753, -0.7701, 30.4871, 0.0024, 0.0017, 0.0008
N, -25.6193, 7.7685, 28.9595, 0.003, -0.003, -0.0024
O, 9.7366, -5.5064, 16.6515, -0.003, -0.0043, -0.0107
N, -7.6118, 1.1243, 18.232, 0.0006, -0.0019, -0.0235
O, -2.0655, 13.1236, 14.2024, -0.0002, 0.0065, -0.004
O, 3.9818, -18.3279, 19.4128, -0.0014, 0.0009, -0.0122
O, 7.664, -14.7821, 16.7994, 0.0018, 0.003, -0.0095
O, 20.4116, 3.0911, 17.4443, -0.0037, 0.0064, -0.0066
O, 0.7244, 1.9205, 16.2179, 0.0027, -0.004, -0.0143
O, 4.4406, -0.8323, 25.1355, 0.0003, -0.0015, -0.0108
O, -0.731, 7.9074, 16.9772, -0.0002, -0.0018, 0.0061
O, -14.3257, -6.0424, 18.0293, 0.0029, -0.0028, -0.0031
O, 6.5154, 13.9095, 26.8885, -0.0013, -0.0004, -0.0074
N, -20.4959, -6.0041, 23.6869, 0.0005, -0.002, -0.0047
O, -8.1302, 0.1056, 15.8283, -0.0049, 0.0006, -0.0154
N, 0.4789, 0.1986, 14.2114, -0.0013, -0.0043, -0.0046
O, -7.9984, -10.9551, 23.2111, 0.0012, -0.0004, -0.0048
O, -7.2184, -1.8056, 17.41, 0.0007, -0.0019, -0.0004
O, -9.6892, -1.1238, 27.5689, -0.0008, 0.0032, -0.0046
O, 20.7675, 3.1552, 23.858, 0.0026, -0.0002, -0.0014
N, 3.6241, 6.6926, 15.6682, 0.001, 0.0031, -0.0113
O, 5.1178, 5.8123, 29.6972, 0.0032, 0.0083, -0.0108
O, 2.3518, -2.3093, 14.1093, 0.0018, 0.0011, -0.0047
N, -5.8986, -4.5784, 27.0643, 0.0015, -0.0025, -0.0159
O, -1.7077, 6.5432, 29.7361, -0.0037, 0.0016, -0.0074
O, -7.2916, -3.353, 30.7961, 0.0038, 0.0001, -0.007
O, -8.3765, 5.7208, 28.3057, 0.0023, 0.0002, -0.012
O, 11.1569, 19.7651, 21.9622, -0.0011, 0.0014, -0.0066
O, 20.1912, -0.403, 20.0807, 0.001, -0.0004, -0.005
O, 8.7574, 8.1257, 14.7693, -0.0009, 0.0002, 0.0035
N, 0.1427, -10.1092, 21.5303, -0.0008, 0.0018, -0.0177
O, 16.0662, 7.8448, 20.4801, 0.0005, -0.0006, 0.0032
N, 1.4658, 2.1546, 23.5104, 0.0012, 0.0011, -0.0027
O, -9.5176, -7.7175, 18.3641, -0.0027, 0.0016, -0.0123
O, -9.5199, 3.8777, 29.8396, -0.0013, 0.0024, -0.0151
O, 1.0964, 6.2555, 21.3983, 0.0016, 0.0001, -0.0162
O, -14.7068, 16.19, 25.8695, -0.0026, 0.001, -0.0078
O, 3.1381, -6.5192, 21.7088, 0.0016, -0.003, -0.0122
O, 7.3745, 7.0775, 19.4545, 0.0009, -0.0037, -0.0085
O, -6.9125, 10.2712, 20.2563, -0.001, 0.004, -0.0179
N, -3.9121, 2.6519, 24.1482, 0.0004, -0.0022, -0.0118
O, -21.0446, 3.4285, 25.8438, 0.0029, -0.0005, -0.0115
O, -18.666, 5.0177, 31.349, -0.0011, 0.0009, -0.0003
O, 1.3822, -4.7648, 17.0434, 0.0021, -0.003, -0.0068
O, -14.6043, -1.4877, 20.9267, -0.0024, -0.0017, -0.0083
O, -5.426, -10.2401, 23.2356, 0.0008, 0.0005, -0.007
O, -17.048, 23.426, 25.7602, 0.0003, 0.0006, -0.0045
O, -5.5935, -8.1359, 21.7363, -0.0057, 0.002, -0.0084
O, -8.3007, 6.3525, 25.7611, -0.0056, -0.0023, -0.0127
O, -3.0157, -1.3916, 17.0483, -0.0005, -0.0021, 0.0035
O, 0.4304, -11.1773, 24.0251, -0.0021, -0.0001, -0.009
O, -6.0192, 4.2135, 25.1723, 0.0002, -0.0019, -0.006
O, -7.967, 9.7596, 29.7958, -0.0012, -0.0007, -0.0217
N, -12.8076, 14.6754, 26.2466, 0.0004, 0.001, -0.0073
O, -5.0214, 28.3262, 24.2055, 0.0031, 0.0017, -0.0098
O, -3.7391, -11.3567, 14.8972, -0.0013, -0.003, -0.008
O, 5.3982, 0.0475, 16.8964, 0.003, -0.0019, -0.012
O, -0.3622, 8.5505, 31.0063, -0.0017, 0.0021, -0.0014
O, -19.0975, -2.662, 21.1665, 0.0045, 0.0014, -0.002
O, -13.6396, 5.0318, 23.5789, -0.0004, 0.0027, -0.0061
N, -19.0715, 12.6423, 20.9357, 0.0018, -0.0031, -0.0162
O, -7.5448, 4.1137, 17.0492, -0.0016, 0.005, -0.0066
O, 5.2157, 6.0619, 32.2969, -0.0079, 0.0007, -0.0177
O, -7.7051, -2.7288, 27.7002, 0.0018, -0.002, -0.0022
O, -12.7375, -0.6772, 22.667, 0.0015, 0.0006, -0.0024
O, -1.9187, 12.5581, 29.7482, 0.0037, -0.0007, -0.0109
O, 10.7287, 13.378, 28.0798, 0.0003, 0.0048, 0.0007
O, -3.4337, 12.0101, 21.6418, 0.0015, -0.0043, -0.0071
O, -8.5807, 11.5728, 25.6603, -0.0034, 0.0013, -0.0098
O, 4.0346, 12.1082, 33.1241, -0.011, 0.0015, -0.0082
O, 5.5362, 9.4246, 30.4499, 0.0037, 0.0005, -0.0074
O, -9.1016, -14.2623, 23.5898, 0, 0.0026, -0.0113
O, -21.7641, 5.0053, 27.8675, -0.0045, -0.0033, -0.0055
O, 9.8017, -10.6055, 27.3122, 0.0018, -0.0015, -0.0067
O, -0.0533, 6.5302, 25.2846, 0.004, -0.0023, -0.0068
N, -1.1707, 8.7954, 28.4972, -0.001, 0.0015, -0.0171
O, -10.1467, -4.5488, 30.1707, 0.0024, -0.0002, -0.0143
O, 7.2649, 7.0274, 22.0723, -0.0023, 0.0044, -0.0146
O, 1.252, 9.7401, 32.9581, -0.0053, -0.0015, -0.0078
H, 0.5335, 2.2099, 41.0681, 0.2684, -0.4626, -0.1851
H, 2.1722, 0.5634, 41.0681, -0.2904, 0.224, -0.3193
H, 3.2789, 4.9251, 41.1337, 0.3701, -0.2666, -0.2259
H, 4.9172, 3.2776, 41.1337, -0.3824, 0.1639, -0.2862
H, 2.2126, 5.995, 41.1016, -0.3549, 0.2627, -0.2765
H, 0.5486, 7.6175, 41.1016, 0.2544, -0.2507, -0.3072
H, 3.2639, 10.3571, 41.0663, 0.2269, -0.3306, -0.281
H, 4.893, 8.7002, 41.0663, -0.3524, 0.2154, -0.2575
H, 5.9976, 2.1846, 41.094, 0.2329, -0.3119, -0.3141
H, 7.6118, 0.5129, 41.094, -0.3586, 0.2976, -0.2673
H, 8.7294, 4.8895, 41.0289, 0.1989, -0.3292, -0.2818
H, 10.3823, 3.2563, 41.0289, -0.3821, 0.3147, -0.2669
H, 5.9872, 7.6103, 41.0415, 0.2521, -0.2945, -0.3032
H, 7.6384, 5.9749, 41.0415, -0.3252, 0.2499, -0.235
H, 10.3207, 8.7056, 41.1167, -0.2569, 0.248, -0.2908
H, 8.6655, 10.3368, 41.1167, 0.1888, -0.4815, -0.2268
H, -0.817, 3.5505, 5.9922, 0.4735, -0.157, 0.2689
H, 0.8195, 1.9017, 5.9922, -0.2691, 0.3437, 0.2553
H, 1.8928, 0.8251, 5.9888, 0.3485, -0.2436, 0.2945
H, 3.5339, -0.8192, 5.9888, -0.1766, 0.3746, 0.2722
H, 0.816, 7.3479, 6.0112, -0.3238, 0.2252, 0.2624
H, -0.8474, 8.9711, 6.0112, 0.3462, -0.2493, 0.2482
H, 3.5577, 4.6274, 6.0224, -0.2767, 0.3129, 0.2107
H, 1.9177, 6.273, 6.0224, 0.3961, -0.1471, 0.2617
H, 4.6417, 3.5384, 6.0308, 0.301, -0.2407, 0.2745
H, 6.2739, 1.8852, 6.0308, -0.1763, 0.4502, 0.2372
H, 8.952, -0.8449, 6.0225, -0.2097, 0.3796, 0.2419
H, 7.3158, 0.8059, 6.0225, 0.2029, -0.4303, 0.2304
H, 6.2567, 7.3335, 5.9704, -0.2236, 0.3094, 0.2956
H, 4.6099, 8.9735, 5.9704, 0.2831, -0.2866, 0.2564
H, 7.3555, 6.2451, 5.9421, 0.3386, -0.198, 0.259
H, 9.0029, 4.606, 5.9421, -0.3145, 0.3244, 0.2561

Results
free energy: -148975.722 eV
free energy less fixed offsets of H -15.71, N -386.36, O -570.45, Si -639.56 eV per atom: 4.998 eV

The program warned: the cutoff lies below the one the program advises for these potential files; the forces do not sum to zero within the program's tolerance; empty levels may hold ghost states of the PAW files; the exchange-correlation potential is rough where the density is thin.
